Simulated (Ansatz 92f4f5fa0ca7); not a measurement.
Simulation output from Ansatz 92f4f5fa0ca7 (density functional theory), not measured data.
Periodic cell of 193 atoms, Si117O76, from a study of silicon, its oxide and their interface. The atomic structure is a simulated model.

Settings
functional: PBE
potential files: Ansatz PAW
basis: plane waves
wave-function cutoff: 700 eV
density cutoff ratio: 5
exchange-correlation grid ratio: 2
k mesh: 2 x 2 x 1, shifted by 0.5 0.5 0.5 of a step
self-consistency stop: 5e-08 eV per atom in the density residual
occupations: Fermi-Dirac, 0.05 eV
spin: none
net charge: 0

Cell vectors (angstrom)
a  11.5983  0  0
b  0  11.5983  0
c  -5.6535  -4.8179  25.7741

Atoms and the computed forces on them: element, x, y, z (angstrom), force x, y, z (eV/angstrom)
Si  8.6901  9.8293  -0.8552  0.19  0.262  0.1768
Si  7.2889  2.0194  -0.9086  0.1404  -0.0084  -0.2122
Si  9.2251  6.7619  -1.0664  -0.0015  0.1854  0.053
Si  3.251  9.1753  -2.2317  -0.0112  0.0202  -0.5545
Si  1.7874  3.5775  0.3478  0.0108  -0.1947  0.0101
Si  -0.0531  6.6944  1.6515  -0.1289  0.1182  0.1036
Si  3.6535  11.2595  1.7786  -0.2305  -0.1137  0.1822
Si  4.8916  3.7232  -1.1905  -0.0396  0.1069  0.2475
Si  1.7273  5.2591  -4.2855  -0.1359  0.0515  -0.0395
Si  -0.0682  -0.8796  1.5091  0.1074  -0.07  -0.0123
Si  -0.0083  2.886  1.6861  0.1485  0.158  -0.0607
Si  1.7514  6.0257  0.2915  0.1039  -0.0275  -0.1845
Si  6.1922  9.3979  -2.3421  0.3023  0.2388  -0.2099
Si  4.1162  3.3069  1.0428  -0.3652  0.2732  -0.3544
Si  3.9018  6.9706  1.1938  0.2116  -0.2617  -0.4926
Si  9.1762  10.5183  1.3514  -0.2886  0.108  -0.1133
Si  9.193  2.7557  1.3304  0.0264  0.0898  -0.3391
Si  9.0692  6.6443  1.3014  0.2295  0.0459  0.0673
Si  0.427  0.923  2.8971  -0.2312  0.1277  -0.0071
Si  0.3929  4.8228  2.9555  -0.4596  -0.1996  0.3213
Si  0.4498  8.7156  2.7461  -0.019  0.0654  -0.2352
Si  5.3126  1.2795  1.5109  0.3824  -0.0778  -0.3168
Si  4.3438  5.0694  2.5397  -0.0626  0.0414  0.2809
Si  4.1914  8.9488  2.5122  -0.0645  0.2936  0.1661
Si  8.5064  0.8975  2.5821  0.3949  -0.4196  0.1863
Si  8.4174  4.7189  2.4979  -0.0059  0.0077  0.1031
Si  8.4188  8.6153  2.5417  0.0171  0.0084  0.0458
Si  10.1694  0.9257  4.2574  0.0929  -0.0925  -0.0487
Si  10.0606  4.7544  4.2272  0.3183  0.0783  0.177
Si  10.1604  8.6692  4.1481  -0.0593  -0.0174  0.1591
Si  2.5382  0.7013  3.8021  0.044  0.0745  0.1394
Si  2.4819  4.7964  3.9927  0.1225  0.194  0.1755
Si  2.4058  8.6837  4.0484  -0.1641  -0.1214  0.1218
Si  6.406  0.99  3.6503  -0.0076  0.1546  -0.033
Si  6.3639  4.8906  3.7676  0.0225  0.0513  0.0204
Si  6.3025  8.7541  3.7298  0.1474  -0.1633  -0.1164
Si  10.1814  10.5807  5.5395  -0.12  -0.0026  -0.0408
Si  10.1808  2.8495  5.5663  -0.2094  -0.0247  -0.1219
Si  10.1612  6.7325  5.4933  -0.0594  -0.0139  -0.0405
Si  2.3423  10.5859  5.4539  0.1998  -0.148  -0.033
Si  2.5513  2.7473  5.1766  0.0323  -0.0496  -0.1623
Si  2.4237  6.7254  5.3764  0.0274  -0.0051  -0.0711
Si  6.3207  10.6568  5.1634  -0.0622  0.0027  0.0904
Si  6.2614  2.8904  5.0571  0.0439  0.0308  -0.0254
Si  6.3436  6.8374  5.1753  0.0523  0.0277  0.0043
Si  0.459  10.6013  6.9669  -0.0705  0.0774  0.0343
Si  0.6755  2.8273  6.6825  0.0118  -0.121  0.0099
Si  0.5323  6.7461  6.813  0.0435  -0.0723  -0.0662
Si  4.3966  10.5517  6.6358  0.0136  0.0635  -0.0406
Si  4.4198  2.8397  6.5914  0.0931  -0.0086  0.1008
Si  4.4287  6.799  6.5953  -0.1117  -0.0275  0.0024
Si  8.1978  10.6731  6.7542  0.0142  0.0797  -0.0561
Si  8.0586  2.8456  6.545  0.0581  0.0427  -0.0518
Si  8.1792  6.7981  6.7232  0.1389  0.1099  -0.1125
Si  0.4663  1.0494  8.2379  0.0187  -0.0759  0.0164
Si  0.5636  4.756  8.0739  0.1794  0.1838  0.0445
Si  0.5501  8.6001  8.3024  -0.0447  0.0548  0.0112
Si  4.3785  0.8759  7.9908  -0.1661  -0.0016  -0.0749
Si  4.4073  4.8583  7.9023  -0.1412  0.0008  -0.2716
Si  4.4179  8.6423  8.0982  0.0492  -0.1414  0.106
Si  8.1017  1.0841  8.0605  -0.1127  -0.0029  0.0578
Si  8.0901  4.7274  7.8943  0.0403  0.0492  -0.1882
Si  8.3491  8.7258  8.0909  -0.0187  -0.2053  0.0647
Si  9.992  1.8948  9.2498  0.1485  0.0305  0.0204
Si  9.4803  6.1611  10.6062  0.0711  -0.0243  -0.0349
Si  10.201  8.2836  9.6569  0.0268  0.1002  0.0564
Si  2.5071  0.8768  9.5041  0.0682  0.01  0.0275
Si  2.5684  4.852  9.3852  0.0205  0.0728  0.0138
Si  2.5135  8.6516  9.6458  0.1216  -0.0953  -0.0559
Si  6.206  12.5015  9.4627  0.0102  -0.0869  0.243
Si  6.2377  4.718  9.3388  0.0474  -0.0184  0.0518
Si  6.4466  8.5396  9.3589  0.0098  0.1427  -0.1274
Si  0.6671  10.7636  12.1914  -0.2354  0.5072  0.2034
Si  0.179  1.8517  13.4392  -0.2014  0.2077  0.0592
Si  10.058  4.357  9.128  -0.0639  -0.0992  0.0742
Si  2.7696  10.5748  11.0764  0.2518  0.0033  -0.096
Si  2.9811  2.8976  10.6142  0.1579  0.0265  -0.1031
Si  4.7151  7.4561  12.3359  0.3422  -0.3772  0.4029
Si  4.8705  10.0139  12.2994  -0.0352  -0.0822  -0.0198
Si  6.5303  10.4551  10.6791  -0.0881  0.0335  -0.324
Si  8.5689  4.7028  14.7122  -0.0952  0.0931  0.2271
Si  10.4483  9.2256  11.9578  -0.0774  -0.9103  0.1915
Si  1.9039  3.2966  12.7051  0.3774  -0.0184  0.0719
Si  9.9855  0.8694  11.3615  0.0565  0.3103  -0.3612
Si  8.5488  10.6475  11.9511  -0.2885  0.0023  0.4929
Si  6.4178  2.8169  13.6286  -0.0779  0.1031  -0.2574
Si  2.7625  6.6764  10.9865  0.1167  -0.0782  -0.0337
Si  10.5612  6.3161  12.7376  0.085  -0.1459  0.3033
Si  5.4122  2.872  10.5933  0.1074  -0.0365  0.2197
Si  7.0084  6.5729  10.581  -0.4012  0.0471  0.4647
Si  6.0918  9.6157  16.5334  0.0855  -0.1562  0.2679
Si  -0.737  2.0154  24.1784  -0.0884  0.0289  -0.2737
Si  0.8116  -0.0543  19.9707  0.0965  0.0234  -0.0607
Si  10.1715  1.0395  18.3716  -0.0198  0.0203  0.0213
Si  6.385  11.1774  13.9034  -0.2772  -0.0792  0.2804
Si  9.7762  -1.1507  20.2443  0.0387  0.054  -0.1145
Si  2.4683  6.6966  22.6733  0.2049  -0.25  -0.1273
Si  7.1193  3.2929  21.9501  -0.1775  -0.0708  -0.136
Si  5.723  4.4107  19.5534  -0.0006  -0.0032  0.0265
Si  6.9567  6.838  16.4418  0.0104  0.1268  0.1741
Si  8.5709  8.4343  24.0415  -0.0846  0.6664  -0.4609
Si  8.3037  5.7601  18.9624  -0.0304  -0.1602  -0.1583
Si  3.6903  -0.102  19.6889  -0.0342  0.0001  -0.0138
Si  6.5023  1.3526  24.0714  0.2777  0.2101  -0.1623
Si  2.4797  1.5529  21.8482  0.0083  0.0543  -0.3114
Si  3.5104  6.4545  19.8244  0.0496  -0.1613  0.041
Si  2.9921  6.2794  14.641  0.3217  0.0607  0.1865
Si  6.2107  -1.5147  19.5699  -0.0949  0.0503  -0.0062
Si  1.437  5.7537  12.8371  -0.2619  0.0632  -0.0102
Si  8.2345  6.4991  25.5434  -0.3961  -0.2992  0.0371
Si  10.5121  2.7891  16.1831  -0.008  -0.0933  0.2604
Si  -0.9229  3.7647  18.8646  0.0148  0.0758  0.1366
Si  4.0316  7.5742  17.0389  0.2029  0.0197  0.1917
Si  1.8828  3.7548  19.9579  0.0385  0.0468  -0.0631
Si  3.8444  3.3422  15.1183  -0.2284  0.0154  0.266
Si  3.7654  2.3864  18.0486  0.0352  0.0209  0.3051
Si  8.0344  8.0751  20.9061  -0.1245  0.0085  -0.5073
O  7.0328  9.6621  -0.9486  -0.0617  -0.056  -0.0032
O  0.374  2.9297  23.3432  -0.1549  -0.2002  0.1446
O  8.7307  2.4898  -0.2689  -0.0715  0.0146  0.1751
O  6.5869  6.365  25.8238  0.3684  0.0055  0.0636
O  8.5328  5.0278  24.845  -0.0056  0.1905  0.2382
O  4.9434  1.0771  24.4816  0.0626  -0.1505  -0.0523
O  9.4364  8.4011  -1.1933  -0.0956  -0.1734  0.0256
O  11.4004  0.0073  11.0159  0.0519  0.1101  -0.0033
O  0.6592  0.2583  13.4965  0.0989  -0.2822  -0.2859
O  10.3924  7.9342  13.0688  0.0894  0.4298  -0.4789
O  10.3511  1.9262  12.6007  0.0175  -0.2217  -0.1466
O  4.3418  6.8709  13.8574  -0.315  0.1757  -0.3259
O  5.8621  3.1548  12.1496  -0.0001  -0.0778  0.0891
O  9.7495  5.4822  13.9067  0.1457  0.0705  -0.1979
O  1.8137  7.9629  23.4634  -0.1216  0.2641  0.3329
O  0.9952  5.0676  -2.8413  -0.002  -0.0439  -0.062
O  3.5479  6.0351  23.7265  -0.1142  -0.0039  -0.0983
O  6.4875  3.3887  -1.2966  0.1353  -0.1316  0.0207
O  3.4079  7.4639  18.5517  0.0083  0.0179  -0.1421
O  4.2022  0.872  18.4759  -0.0324  0.0202  -0.0366
O  3.1556  7.1646  21.2631  -0.0563  -0.0018  0.0966
O  2.1931  -0.6791  19.4164  0.0329  0.0445  0.0326
O  8.2649  6.2575  -2.3087  0.0959  0.0043  0.1659
O  5.8729  3.7668  21.0373  0.0193  -0.0618  0.0957
O  3.161  4.4828  -4.2798  0.0627  -0.0526  0.1044
O  4.7866  5.229  -1.9047  -0.0515  -0.0107  0.1052
O  2.4713  3.1305  21.3612  0.0339  -0.1077  0.0595
O  6.0988  10.8492  15.4836  0.0879  0.1251  -0.1076
O  0.8516  4.6489  -5.5076  0.0613  -0.0309  0.0057
O  6.2218  6.7365  12.0773  -0.2261  0.3404  -0.3121
O  7.2039  4.5576  18.9047  0.052  0.0441  -0.006
O  3.3555  4.8642  15.3916  -0.0973  -0.0671  -0.1944
O  7.871  10.5883  13.4971  0.0191  0.0906  -0.0865
O  6.663  -1.5382  18.0022  -0.0121  -0.0222  -0.1053
O  3.5873  2.4398  16.4459  0.0463  0.0409  -0.2988
O  9.2669  3.7906  15.8704  -0.0702  -0.0067  -0.137
O  5.432  3.35  14.7953  0.0352  0.0326  0.0109
O  2.4696  5.2241  19.6271  -0.0254  -0.0274  -0.033
O  9.7946  5.1248  18.9011  -0.0035  -0.0121  -0.0147
O  3.0012  2.741  13.8626  0.006  0.1316  -0.0276
O  5.3749  6.5888  16.8792  -0.0212  0.0124  -0.0746
O  0.148  0.7849  18.7402  -0.037  -0.0072  0.0193
O  2.8294  7.2584  15.966  -0.0705  -0.0339  -0.2226
O  4.8744  3.4667  18.5516  -0.0219  -0.0683  -0.0673
O  2.3439  2.7285  18.7716  0.0017  0.0125  -0.0522
O  9.3829  -0.2977  18.8773  0.0558  -0.0065  0.0385
O  9.7391  2.437  19.1409  0.0937  -0.0568  -0.0471
O  -0.1236  2.4858  14.9179  0.0736  -0.0639  -0.01
O  1.9102  6.8498  -4.5503  0.031  -0.0147  0.0578
O  7.0111  8.3932  15.9149  -0.0941  0.0166  0.0176
O  4.5523  9.0989  16.7567  -0.0307  -0.0281  -0.09
O  8.0787  8.0528  22.522  0.1134  -0.1023  0.3969
O  9.9801  1.3326  16.7718  0.0574  0.1462  -0.0469
O  1.0955  0.8753  21.2879  -0.0112  -0.0348  0.1007
O  7.8105  3.6477  13.7359  -0.0269  -0.127  -0.0418
O  6.5264  1.2039  13.7649  0.0323  -0.2535  -0.1061
O  5.0297  5.8606  19.8056  -0.0769  0.0344  0.0219
O  8.1516  6.5633  20.3564  0.038  0.1389  0.1737
O  2.281  9.2849  -3.5492  0.2012  0.0184  0.2782
O  3.7114  0.7435  21.1041  -0.0836  0.0665  0.0931
O  -0.2073  -1.2432  20.408  -0.1502  0.0336  0.0669
O  7.4992  5.7731  15.3378  0.0435  -0.1454  -0.1741
O  4.0814  2.4698  -1.9189  -0.1652  -0.2168  -0.096
O  9.2439  8.9265  20.2012  -0.0568  -0.0597  0.1403
O  -2.1603  2.7521  23.7933  0.1138  -0.0708  0.0732
O  4.6007  -1.432  19.7301  0.0521  0.0233  -0.0026
O  1.5909  2.7892  -1.1193  0.263  -0.1645  -0.0959
O  6.5102  2.852  23.395  0.0274  -0.0575  0.0394
O  1.3521  5.512  22.3343  -0.102  -0.051  0.1474
O  6.6382  -2.8579  20.3774  0.1534  -0.0861  0.1327
O  6.4592  1.1573  0.2327  -0.465  -0.0375  0.4163
O  4.6695  9.9654  -2.45  -0.181  -0.0152  0.1643
O  7.9922  6.7489  17.7091  -0.0561  0.0419  -0.0457
O  -0.2501  3.5572  17.3758  -0.0383  -0.0537  -0.1876
O  0.2575  3.8602  19.9818  0.0046  -0.0436  -0.0365
O  -0.5146  2.1934  25.7913  -0.3316  0.0441  0.3188

Results
free energy: -117607.624 eV
free energy less fixed offsets of O -569.03, Si -635.61 eV per atom: 5.026 eV
pressure: -0.42 GPa
stress xx, yy, zz, yz, xz, xy (GPa, positive in tension): 0.29, 0.96, 0.01, 0.06, 0.04, 0.25

The program warned: the cutoff lies below the one the program advises for these potential files.
